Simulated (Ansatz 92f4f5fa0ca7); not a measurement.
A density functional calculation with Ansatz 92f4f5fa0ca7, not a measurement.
Periodic cell of 148 atoms, Si92O56, from a study of silicon, its oxide and their interface. The atomic structure is a simulated model.

Settings
functional: r2SCAN
potential files: Ansatz norm-conserving
basis: plane waves
wave-function cutoff: 1300 eV
density cutoff ratio: 4
exchange-correlation grid ratio: 1
k mesh: 2 x 2 x 1, shifted by 0.5 0.5 0.5 of a step
self-consistency stop: 5e-08 eV per atom in the density residual
occupations: Fermi-Dirac, 0.05 eV
spin: none
net charge: 0

Cell vectors (angstrom)
a  10.9364  -0.1063  0.0739
b  -0.1063  11.0141  0.0364
c  0.1422  0.0701  21.0472

Atoms and the computed forces on them: element, x, y, z (angstrom), force x, y, z (eV/angstrom)
Si  -0.1311  -0.46  0.1204  -1.5066  2.4989  1.5889
Si  2.4913  2.7279  0.5297  1.3638  0.9269  -2.7544
Si  0.324  4.8598  -0.1505  1.1876  -1.1036  -2.4751
Si  2.018  8.4617  -0.0697  1.2988  -0.3883  1.0535
Si  4.6134  0.5241  0.1531  1.7706  -0.4661  2.3471
Si  7.7979  3.1677  0.0526  0.2619  1.9213  -1.5921
Si  5.6428  5.4499  -0.1485  0.3623  -1.1483  -2.6489
Si  7.9114  7.8837  -0.6829  0.7594  -1.8953  1.8207
Si  1.0386  1.5032  1.6505  -0.1513  -2.1076  0.917
Si  4.2842  4.3004  1.3407  -2.1423  -1.0082  -0.6606
Si  1.0856  6.7043  1.1988  1.0789  0.7125  -1.046
Si  3.5733  9.853  1.3473  0.7485  -2.3141  0.4063
Si  6.5725  1.5956  1.2764  -0.4392  0.1054  0.2903
Si  9.7267  4.0609  1.3388  -2.8402  -1.3634  1.328
Si  6.7687  6.9469  1.2016  0.5493  -0.0516  -0.0925
Si  8.9998  8.9428  1.1844  2.2438  2.2119  0.4602
Si  -0.3735  2.8178  2.9929  0.9516  -0.4921  -0.6842
Si  3.0542  0.2641  2.8699  -3.0909  0.2024  1.5493
Si  0.0649  8.2989  2.6081  -1.4589  -0.7208  0.8053
Si  2.7375  5.6327  2.444  0.2485  0.6778  0.8585
Si  5.4828  3.1088  2.8512  0.7767  -2.0516  -0.5256
Si  8.1079  -0.0088  2.4878  -0.0305  -0.2345  -0.1571
Si  5.39  8.5503  2.3494  -1.1412  -0.9361  -0.3174
Si  8.4735  5.4976  2.7581  -0.8696  0.6101  -1.084
Si  1.2883  4.2855  3.7653  1.2256  -0.6365  1.5661
Si  4.5864  1.4341  4.2525  -0.4907  -0.1679  -0.2218
Si  1.4406  9.73  4.1997  -0.3066  1.6297  -1.8989
Si  4.1804  7.0972  3.8458  -1.0813  -0.0056  -0.7871
Si  6.8763  4.3706  4.0539  0.5469  0.399  1.1374
Si  9.4935  0.9664  4.3192  -0.453  1.5635  -1.3441
Si  6.6101  9.6768  3.8592  1.8051  0.0523  1.0827
Si  9.7865  6.7133  4.2108  -0.6125  2.4688  -0.246
Si  0.2019  0.0505  5.518  -0.7077  -0.8171  0.4148
Si  3.0852  2.9388  5.1592  -2.4023  -0.1874  0.2485
Si  0.253  5.5879  5.4826  0.7515  0.1561  -0.1662
Si  2.9506  8.508  5.2805  -0.6728  -1.8705  0.15
Si  5.8741  -0.1787  5.6403  -1.3124  0.4293  -1.7416
Si  8.3363  2.8539  5.3352  -0.7001  -0.6865  0.0153
Si  5.2156  5.7996  5.4254  1.8842  -1.6897  -0.0515
Si  8.1814  8.3799  5.3423  0.56  -1.1732  -0.0815
Si  1.5899  1.6307  6.5721  0.3845  -0.5722  0.2294
Si  4.0499  4.1771  6.8259  1.3233  0.2781  -0.0551
Si  1.663  7.1155  6.7477  -1.0858  -0.0273  0.1869
Si  4.2275  9.5153  6.8106  1.3301  0.7774  1.0927
Si  7.0373  1.3964  6.7083  -0.2363  1.1562  0.0545
Si  9.7297  4.1106  6.7341  -0.5754  0.3639  0.6699
Si  6.8778  6.8249  6.707  0.2075  0.3179  -1.7098
Si  9.5331  9.5891  6.9864  0.4657  1.1879  -0.5843
Si  0.1798  2.9044  8.0154  -0.3853  -1.3168  0.1504
Si  2.9549  -0.0263  7.931  -1.1666  1.0745  1.3081
Si  -0.0403  8.263  8.2777  0.7856  0.747  -1.1693
Si  3.0461  5.8297  8.1334  -0.2145  -0.4257  1.1823
Si  5.4167  2.393  8.0745  -1.6097  -0.0025  -0.5069
Si  8.212  0.2299  8.2008  -1.2106  -4.4589  -1.6609
Si  5.7628  8.1389  8.0964  -0.6914  1.2019  1.4943
Si  7.9861  5.3512  8.0328  1.0324  -1.2989  0.005
Si  1.5445  4.3015  9.2391  0.0299  1.114  0.9577
Si  3.8932  1.4039  9.778  0.0454  1.3558  -3.0712
Si  1.5858  9.6596  9.5526  -1.1981  0.1127  -0.0345
Si  4.5934  7.1692  9.8728  -0.0577  -1.3759  -2.8082
Si  6.8416  3.5234  9.28  0.2333  3.5932  1.8749
Si  9.5813  1.219  9.3664  3.5887  3.6605  4.1203
Si  7.0685  9.4938  9.6202  -0.8348  2.6318  0.3027
Si  9.2172  6.866  9.3066  0.6047  0.2894  0.4318
Si  -0.1152  -0.1522  10.7775  -0.0548  -1.807  2.9453
Si  3.0264  3.2939  10.7961  -0.273  1.0565  -1.6799
Si  -0.1704  5.6384  10.2354  -1.2063  -1.4521  2.7775
Si  3.4363  8.8436  10.7831  -0.1063  -0.0211  1.1338
Si  4.6633  -0.1108  11.1181  4.2167  -2.7328  0.2551
Si  8.5245  3.1678  10.9  2.0006  0.571  -1.585
Si  5.4767  5.2208  10.8333  0.1373  -1.6795  1.6352
Si  8.5901  8.385  11.0587  -1.7758  -1.3781  -0.1461
Si  2.923  7.7182  13.5953  -0.3323  -1.636  2.1907
Si  0.5808  5.9733  13.3745  -0.9261  1.1097  -2.128
Si  -0.4331  10.763  14.3203  0.8853  -2.2485  -2.1305
Si  4.2321  10.8353  16.9794  0.4371  -1.374  -0.1519
Si  1.5566  3.0973  16.1712  0.1315  -1.4455  -2.0819
Si  7.9156  8.7832  13.9868  2.3483  0.9033  -1.59
Si  6.5914  13.2043  15.1479  -0.0756  1.0886  0.7392
Si  15.3006  13.5646  17.4096  -1.8672  -2.0702  3.5918
Si  -1.3137  1.9011  16.2953  -0.8786  -0.958  0.5821
Si  4.0941  -5.7356  18.2711  2.4529  -2.4035  -1.1518
Si  2.1109  9.4312  15.7956  -0.6407  0.0385  -0.7068
Si  13.34  3.1543  13.6488  -2.5873  1.2747  -1.2004
Si  5.8078  -0.2713  14.0292  -0.936  -0.3434  3.2926
Si  7.1165  15.3668  13.2877  2.6519  -2.6115  4.5398
Si  3.3938  5.0873  15.3535  -0.6026  0.3262  2.0595
Si  1.8776  7.2072  18.1402  -3.0593  4.5408  0.4244
Si  8.9397  6.1795  15.3679  -0.594  1.9338  -2.8906
Si  8.9718  0.9772  19.2838  0.2408  2.6171  0.4116
Si  6.1934  10.0933  19.1519  0.4284  0.5607  -1.4875
Si  9.8262  6.2299  18.4573  -1.1509  -1.3358  0.6876
O  -0.6874  0.566  -1.0726  -1.3665  -1.2167  0.4531
O  1.2705  -1.1879  -0.0393  -0.2941  0.0853  -1.612
O  3.5178  1.5362  -0.2773  -2.347  2.6918  -0.7163
O  1.5142  3.6301  -0.6505  -0.3317  1.4116  2.0209
O  -3.0455  5.1551  -6.5601  -1.5162  -0.845  -1.5119
O  2.2784  8.0511  -1.6092  0.2239  -0.6621  -1.6536
O  -1.8954  5.8318  -4.2433  1.3247  0.4102  4.2592
O  5.1449  -0.7321  -0.6847  1.5987  -0.2079  -3.2607
O  9.3995  0.9791  -3.2273  0.3148  0.9698  -2.2052
O  8.4433  2.4877  -1.2802  0.7082  -2.0296  -0.2145
O  6.997  4.5836  -0.7805  -0.8699  -1.2222  2.5102
O  4.7138  5.9019  -1.603  1.0177  0.8687  2.1752
O  6.9594  8.7435  -1.5374  -2.7078  2.518  -1.2258
O  12.8526  7.8999  -4.2456  0.0962  -0.7978  1.4436
O  -1.0325  11.7662  15.3136  -0.4966  2.2513  1.4951
O  4.3594  5.4378  16.674  -0.3989  -0.9497  -0.1487
O  -0.1369  11.355  12.8574  1.8137  0.3151  -3.637
O  6.3779  -0.288  10.5262  -2.3723  -1.0706  0.1933
O  0.0404  6.0942  11.8176  -0.5766  -0.0072  -0.6224
O  -1.7172  9.934  13.8085  -3.1954  -2.904  0.7209
O  3.686  7.9591  12.2341  0.0297  0.6343  -0.7426
O  4.7671  10.8048  15.4899  1.752  1.0237  -2.6904
O  2.7135  -0.2709  16.5994  1.2419  -1.8306  0.9795
O  4.8935  -0.1536  12.7347  -0.3979  0.7419  -0.1218
O  8.4045  3.4886  12.4891  -1.1956  -0.4499  0.4663
O  9.4004  4.5472  10.5718  0.3923  -1.588  -0.779
O  1.4353  4.6283  13.2021  0.6572  -1.5232  1.1995
O  7.9277  7.9559  12.5383  0.7531  0.9678  -1.2634
O  3.2297  17.4189  14.5911  0.2734  3.3521  -2.0196
O  9.9661  9.1711  11.0151  1.4475  2.8361  0.681
O  12.8196  4.5197  16.0676  1.179  2.5843  -0.9126
O  1.3979  7.3915  13.2926  -0.4073  -0.2371  0.7362
O  3.9775  4.5317  11.3222  1.3664  -0.2225  -0.7029
O  2.4918  2.5321  12.0939  -0.1147  -0.0951  2.8212
O  0.6868  9.9143  15.2415  -1.2106  0.1479  -1.2969
O  1.4556  24.3843  14.7681  0.6275  0.1139  -1.2966
O  5.2322  9.7285  17.773  0.7314  0.986  1.7143
O  4.4426  12.0952  17.8911  0.5608  1.9589  1.0665
O  -0.0064  2.9177  16.3719  -1.9818  -0.1578  1.4816
O  6.5455  -1.6763  14.2381  0.1299  0.264  -1.1122
O  8.1201  7.7524  15.1309  2.4844  -4.7754  2.5952
O  10.4308  6.0531  14.6619  0.1429  0.0455  -0.6886
O  6.2597  16.2542  12.4058  -2.8252  2.409  -4.027
O  4.4266  14.7036  18.625  -1.2046  0.45  -1.6506
O  5.4866  13.6622  16.2862  1.7536  -0.051  -2.0092
O  -10.7446  7.3551  18.3664  2.3711  0.3075  -1.5317
O  2.9432  2.5813  16.7862  -0.4198  0.1178  0.8346
O  2.547  -5.2662  18.1744  0.4427  -0.6268  1.1776
O  3.0646  9.0271  14.5021  -0.5278  0.6338  1.2006
O  3.6958  3.9986  14.2028  0.8224  -1.273  0.427
O  6.9326  0.8773  14.2252  -1.3148  -1.6451  -0.2494
O  6.2664  3.1617  13.9334  1.1993  2.7631  -1.0841
O  7.4004  11.3276  19.1683  -1.7331  -2.0813  0.3183
O  10.4135  5.0415  19.6437  -0.8676  1.3226  -1.7449
O  8.0551  2.2083  15.9258  3.265  1.1275  1.4276
O  -2.3741  7.2208  18.992  2.3593  -1.8013  0.0671

Results
free energy: -36804.108 eV
free energy less fixed offsets of O -463.61, Si -117.95 eV per atom: 9.452 eV
pressure: -1.81 GPa
stress xx, yy, zz, yz, xz, xy (GPa, positive in tension): 2.2, 0.71, 2.53, 0.34, 2.03, -1.1
